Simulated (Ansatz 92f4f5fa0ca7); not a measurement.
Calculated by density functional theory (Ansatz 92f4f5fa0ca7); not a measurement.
Periodic cell of 223 atoms, Si132O90P1, from a study of silicon, its oxide and their interface. The atomic structure is a simulated model.
Doubt: the cutoff is far below the 930 eV that the study's wrapper takes by default for these files, so forces and energies are approximate.
This geometry differs little from another in the collection (a relaxation step or a small displacement).

Settings
functional: PBE
potential files: Ansatz PAW
basis: plane waves
wave-function cutoff: 580 eV
density cutoff ratio: 5
exchange-correlation grid ratio: 1
k mesh: 1 x 1 x 1, Gamma-centred
self-consistency stop: 5e-08 eV per atom in the density residual
occupations: fixed
spin: none
net charge: +1 e, with a uniform compensating background and no finite-size correction

Cell vectors (angstrom)
a 10.938 0 0
b 0 10.938 0
c 0 0 32.1988

Atoms: element, x, y, z (angstrom)
Si 10.5828 0.2207 24.8637
Si 5.7344 10.6797 24.7369
Si 2.4786 2.9156 24.6372
Si 8.4224 2.4635 24.8201
Si 0.2723 5.1687 24.7502
Si 5.149 5.7466 24.6893
Si 2.9293 8.0085 24.591
Si 7.9391 8.4366 24.7295
Si 1.3267 1.3819 26.0308
Si 6.8433 1.3083 26.1182
Si 4.0395 4.1051 25.9945
Si 9.6055 4.0585 26.0799
Si 1.3939 6.8289 25.9979
Si 6.7646 6.8523 26.0211
Si 4.0998 9.5334 25.9936
Si 9.4592 9.57 26.1524
Si 2.7251 -0.0084 27.3381
Si 8.1531 -0.0201 27.5614
Si 0.0067 2.7147 27.4833
Si 5.4396 2.7409 27.365
Si 2.7203 5.4688 27.4315
Si 8.1817 5.4697 27.3466
Si -0.0097 8.181 27.372
Si 5.4362 8.1977 27.4446
Si 4.0779 1.3595 28.7408
Si 9.5767 1.3535 28.8453
Si 1.3582 4.1068 28.8139
Si 6.8301 4.1006 28.7387
Si 4.0933 6.8204 28.8056
Si 9.5489 6.8212 28.7446
Si 1.3644 9.5671 28.7321
Si 6.7798 9.5406 28.8604
Si 0.0194 -0.0267 30.1615
Si 5.4223 0.0055 30.1664
Si 2.7344 2.7233 30.1464
Si 8.1945 2.748 30.1459
Si -0.0329 5.4682 30.1452
Si 5.4812 5.4552 30.1468
Si 2.719 8.2151 30.1323
Si 8.2024 8.1753 30.1607
Si 1.3779 1.3551 31.5283
Si 6.828 1.3713 31.4942
Si 4.1116 4.0871 31.5081
Si 9.5599 4.0995 31.536
Si 1.3429 6.851 31.48
Si 6.8436 6.8113 31.536
Si 4.0738 9.5676 31.5402
Si 9.5773 9.5497 31.5188
Si 2.7287 0.0018 0.7283
Si 8.1989 0.0026 0.6563
Si 0.0051 2.7226 0.6977
Si 5.4816 2.7256 0.6825
Si 2.7287 5.4921 0.6295
Si 8.2037 5.4556 0.7261
Si 0.0055 8.1873 0.6929
Si 5.4741 8.1974 0.6941
Si 4.1517 1.3608 2.0721
Si 9.5624 1.3441 2.0491
Si 1.3805 4.1534 2.0188
Si 6.8438 4.0561 2.0806
Si 4.0778 6.8249 2.0451
Si 9.5796 6.8335 2.0702
Si 1.3715 9.5437 2.0697
Si 6.8371 9.5932 2.0429
Si -0.0108 -0.0331 3.3998
Si 5.4993 -0.0035 3.4764
Si 2.7756 2.7911 3.3512
Si 8.2027 2.684 3.4564
Si 0.0199 5.4723 3.436
Si 5.4696 5.4612 3.4
Si 2.7679 8.2083 3.4512
Si 8.1979 8.2227 3.3885
Si 1.3949 1.4052 4.6461
Si 6.8475 1.3445 4.8969
P 4.1559 4.083 4.7839
Si 9.5786 4.0775 4.7646
Si 1.4186 6.8227 4.8035
Si 6.805 6.8814 4.7489
Si 4.1378 9.571 4.8497
Si 9.5539 9.5438 4.8123
Si 2.7453 0.1043 6.0517
Si 8.1968 -0.0597 6.292
Si 0.0128 2.6659 6.0577
Si 5.4672 2.7325 6.2736
Si 2.8316 5.4486 6.1491
Si 8.1792 5.4811 6.0348
Si 0.0244 8.1692 6.1753
Si 5.5218 8.2289 6.2521
Si 3.8208 1.5548 7.6011
Si 9.8407 1.1283 7.4751
Si 1.6285 3.7821 7.3001
Si 6.6626 4.4283 7.4718
Si 4.4117 6.6275 7.5499
Si 9.3648 6.9386 7.4141
Si 1.1522 9.9119 7.2992
Si 7.1588 9.2262 7.6923
O 8.3194 8.0903 7.9083
O 2.7132 2.7255 7.9441
O 9.5185 1.3473 24.2712
O 4.0445 6.8613 24.1311
O 0.0333 0.0103 7.9604
O 5.529 5.504 8.0264
O 6.8479 9.5702 24.2024
O 1.3697 4.0618 24.173
O 3.809 7.3273 8.9281
O 0.8773 4.4474 8.5725
O 9.7901 6.1307 8.792
O 2.1705 9.3978 8.4759
O 7.504 3.8932 8.773
O 4.2905 0.9247 9.0502
O 6.7263 9.5451 9.2363
O 9.2285 1.8587 8.814
O 7.7044 3.1498 23.5203
O 10.4939 5.8448 23.4466
O 5.0849 0.4359 23.4051
O 5.8564 5.083 23.3665
O 3.1054 2.2068 23.2795
O 2.2949 8.722 23.2279
O 8.6246 7.7557 23.3987
O 0.2274 10.3199 23.6011
Si 4.3871 1.5688 22.4639
Si 3.4918 7.9286 14.0372
Si 7.1159 0.9593 14.6683
Si 0.9416 9.3552 22.518
Si 1.1883 4.3066 11.8847
Si 6.2697 8.9678 15.3201
Si 0.6734 1.3736 12.3018
Si 8.6231 4.953 20.5077
Si 0.3207 5.7378 9.368
Si 5.0997 3.125 17.9411
Si 0.8866 3.748 16.7507
Si 10.4001 2.8494 19.2292
Si 5.2896 1.1823 10.352
Si 0.883 0.1808 19.847
Si 6.6462 9.4565 10.8835
Si 9.3364 9.6815 18.3261
Si 9.3933 9.247 12.5764
Si 6.5684 3.8434 22.5824
Si 2.4252 8.0832 9.387
Si 10.5884 7.3704 17.0785
Si 2.511 6.2952 16.5838
Si 10.1824 4.4973 14.1913
Si 6.1375 9.1888 18.5146
Si 7.9723 2.5593 9.5883
Si 8.8766 2.1508 12.4589
Si 5.3393 6.2483 18.0651
Si 3.9206 0.5585 19.4643
Si 4.2828 3.8421 12.0499
Si 5.5429 6.6002 12.1506
Si 8.0122 2.5076 17.2192
Si 4.3583 2.4783 14.9668
Si 1.5362 1.2168 15.2601
Si 1.5699 9.4215 12.0556
Si 8.0544 6.8556 13.872
Si 10.3807 9.8391 15.4911
Si 9.8075 7.0136 22.5473
Si 8.1083 5.4867 17.4071
O 6.0423 7.9581 11.2929
O 6.0185 9.213 16.8953
O 7.6761 1.3701 13.1948
O 0.8859 1.7547 13.8688
O 9.4288 6.2562 16.8801
O 6.7622 6.2038 13.1436
O 5.1304 4.6628 18.6059
O 9.2278 2.1602 18.2742
O 2.3639 0.0979 19.0816
O 9.4098 10.2377 16.7655
O 2.7945 4.434 11.6983
O 5.0635 10.3252 19.1051
O 9.4279 3.2543 13.4858
O 0.455 1.769 19.9604
O 3.1482 1.3651 15.0536
O 8.162 5.3782 19.0215
O 3.8937 6.6046 17.3906
O 4.5744 3.2815 16.3829
O 9.0721 5.6753 14.3107
O 5.4497 2.7563 22.1373
O 10.6799 4.1476 15.683
O 0.339 3.8717 18.283
O 10.4241 10.517 19.2203
O 9.6466 10.0298 14.0266
O 10.9084 8.1194 22.09
O 1.1937 2.1639 16.5333
O 9.729 3.7517 20.4186
O 8.1351 4.0349 16.6782
O -0.0397 9.1033 11.9037
O 6.5835 2.4199 18.0051
O 5.5791 10.7173 11.1932
O 7.7476 9.5974 18.8433
O 10.0246 1.0347 12.0526
O 1.236 7.0371 9.066
O 0.6288 4.7722 13.3459
O 5.7076 7.6263 18.9796
O 5.2425 5.0877 11.517
O 2.7125 6.9868 15.1189
O 0.9143 2.7456 11.4609
O 0.8605 10.6878 15.544
O 2.4108 8.6072 10.9107
O 4.7048 2.4385 11.2507
O 4.2556 3.5044 13.6715
O 2.2025 4.6857 16.4903
O 10.7015 8.2515 15.6967
O 6.9315 10.2911 14.6614
O 2.3465 8.9546 13.4261
O 8.031 1.526 15.9065
O 4.1226 6.9928 12.8558
O 4.1757 2.0132 18.7248
O 7.2885 4.4229 21.2631
O 8.3974 2.9323 11.1053
O 1.1783 6.8683 17.3603
O 5.648 1.5689 14.7533
O 8.1323 9.761 11.588
O 9.2004 6.2878 21.236
O 8.9532 7.717 12.8467
O 1.6487 0.1261 11.881
O 6.6441 6.1511 17.0596
O 7.4039 7.8072 15.0419
O 1.2082 10.306 21.2329
O 10.0283 8.203 18.3554
O 3.946 0.849 21.0811
O 0.3483 5.33 10.9205
O 6.7053 1.5535 9.6223
O 4.7849 8.7031 14.6761

Results
free energy: -135861.159 eV
free energy less fixed offsets of O -568.88, P -755.39, Si -635.61 eV per atom: -6.049 eV

Forces (eV/angstrom), in the order of the atoms: element, x, y, z
Si 0.0014 -0.0006 -0.0036
Si -0.002 0.0015 -0.003
Si 0.0006 -0.0012 -0.0035
Si -0.0006 0.002 -0.0028
Si -0.0021 0.0005 -0.0034
Si 0.002 -0.0017 -0.0041
Si -0.0007 0.0021 -0.0039
Si 0.0009 -0.0018 -0.0044
Si -0.0003 0.0006 0.0014
Si 0.0015 -0.0014 0.0001
Si 0.0005 0 0
Si 0.0011 -0.0011 0.0007
Si 0 0.0003 -0.0007
Si -0.0001 -0.0003 0.0008
Si -0.0001 -0.0004 0.0002
Si -0.0004 0.0005 0.001
Si -0.0003 -0.0001 0.0002
Si 0.0003 0.0006 -0.0035
Si -0.0011 -0.0006 -0.0044
Si -0.0008 0.0004 0.0008
Si -0.0003 -0.0008 -0.0015
Si 0.0001 0.0002 0.0004
Si -0.0003 -0.0001 0.001
Si 0.0011 0.0011 -0.0026
Si 0 -0.0002 0
Si -0.0002 -0.0002 0.0013
Si 0.0006 0.0003 0.002
Si 0.0005 -0.0003 -0.0005
Si -0.0005 -0.0005 0.0024
Si -0.0005 0.0002 -0.0005
Si -0.0002 0 -0.0007
Si -0.0002 -0.0016 0.0015
Si 0.0006 -0.0004 0.0004
Si -0.0006 0.0008 0.0002
Si 0.0006 -0.0009 -0.0004
Si -0.0002 0.0004 0.0002
Si -0.0009 0.0006 -0.0002
Si 0.0004 -0.0002 -0.0001
Si -0.0005 0.0007 0.0001
Si 0.0005 -0.0004 0.0003
Si -0.0005 0.0004 0.0001
Si -0.0001 -0.0003 -0.0009
Si -0.0007 0.0004 -0.0008
Si 0.0002 -0.0007 0
Si 0.0011 -0.0004 -0.001
Si 0 0.0002 0.0001
Si 0.0005 -0.0002 0.0001
Si -0.0006 -0.0002 -0.0007
Si 0.0001 -0.0011 -0.0017
Si 0.0004 0.0004 -0.0009
Si -0.0004 -0.0009 -0.0012
Si 0.001 -0.0007 -0.0012
Si 0.0002 0.0001 -0.0016
Si 0.0007 0.0007 -0.0019
Si -0.001 0.0008 -0.0009
Si 0 0.0004 -0.0016
Si -0.0019 -0.0002 0
Si 0.0021 -0.0002 0.0002
Si -0.0014 -0.0015 -0.0004
Si 0.0007 0 -0.0004
Si 0.001 0.001 -0.0004
Si -0.0022 -0.0004 0
Si 0.0016 0.0014 0.0008
Si -0.0011 -0.0012 -0.0002
Si -0.0034 -0.0006 -0.001
Si -0.0001 -0.0005 -0.0023
Si -0.0009 -0.0017 0.0009
Si -0.0002 -0.0007 -0.0018
Si 0.0005 -0.0004 0.0005
Si -0.0023 -0.0014 0.0016
Si 0.002 0.0018 -0.0012
Si 0.0025 0.0003 -0.0002
Si 0.0055 0.0025 0.0044
Si 0.0011 0.0011 0.0029
P -0.0004 0.0026 0.014
Si 0.0018 -0.0002 -0.0003
Si -0.0002 -0.0021 0.0047
Si -0.002 0.0007 0.0042
Si -0.001 -0.0036 -0.0014
Si -0.0003 0.0018 0.0056
Si -0.0041 0.0071 0.002
Si 0.0033 -0.0059 0.0032
Si 0.0013 -0.0034 0.0026
Si -0.0072 0.0042 0.0026
Si 0.0052 -0.0044 -0.0022
Si -0.0042 0.0023 0.0006
Si -0.0007 0.0028 0.0009
Si 0.0045 -0.0035 0.0052
Si 0.0016 0.0006 -0.0062
Si -0.0046 -0.0032 -0.0037
Si 0.0063 -0.004 -0.0016
Si -0.0032 -0.0012 -0.0031
Si 0.0014 -0.0015 -0.0057
Si 0.0049 0.0011 0
Si -0.0041 -0.0046 -0.0029
Si 0.0005 0.0069 -0.0138
O 0.0002 -0.0018 0.0027
O -0.0028 0.003 0.0034
O -0.0006 -0.0008 0.0015
O -0.0006 -0.0004 0.0024
O 0.0024 0.0013 0.0011
O -0.0015 0.0007 0.0026
O 0.0007 0.0005 0.002
O 0.0006 0.0005 0.0016
O -0.0009 -0.0012 -0.002
O 0.002 0.0008 -0.0047
O 0.0016 -0.0011 -0.0017
O -0.0003 -0.0005 -0.0006
O -0.0004 0.0006 -0.0022
O -0.0006 0 -0.0018
O -0.0013 -0.0004 0.0033
O 0.0013 0.0001 -0.0014
O 0.0015 -0.0012 0.0028
O 0.0015 -0.0016 0.0032
O 0.0016 -0.0021 0.0032
O -0.0015 0.0017 0.0031
O -0.0014 0.0012 0.0032
O 0.0014 -0.0016 0.0033
O -0.0017 0.0014 0.0035
O -0.0013 0.0016 0.0036
Si 0 -0.0003 -0.0045
Si 0.0001 -0.0002 0.0023
Si -0.0002 0 0.0019
Si -0.0003 0.0004 -0.0044
Si -0.0001 0.0008 0.0028
Si 0.0006 0.0001 0.001
Si -0.0005 0 0.0026
Si 0.0005 -0.0006 -0.0029
Si -0.0016 0 0.0039
Si 0.0002 0.0004 -0.001
Si 0.0002 0.0002 -0.0002
Si 0 -0.0001 -0.0022
Si 0.0003 0.001 0.0036
Si -0.0009 0.0007 -0.0029
Si 0.0008 -0.0005 0.0035
Si -0.0003 -0.0002 -0.0012
Si 0.0006 -0.0002 0.0028
Si 0.0004 -0.0002 -0.0037
Si -0.0009 0.0014 0.0047
Si -0.0001 0.0001 -0.0002
Si -0.0001 -0.0002 0.0005
Si -0.0001 -0.0003 0.0022
Si 0.0004 -0.0004 -0.0009
Si 0.0006 -0.0006 0.0047
Si 0.0003 0.0008 0.0031
Si 0 0.0002 -0.0008
Si 0.0005 0 -0.0031
Si -0.0002 0.0001 0.0032
Si 0.0002 -0.0004 0.0029
Si 0 0.0001 -0.0004
Si 0 -0.0002 0.0018
Si 0.0001 0.0002 0.0014
Si -0.0006 -0.0003 0.0022
Si 0.0004 0.0001 0.0022
Si 0 0 0.0011
Si -0.0001 -0.0001 -0.0041
Si -0.0001 0.0003 -0.0012
O 0 0.0006 -0.0013
O 0 0.0001 -0.0003
O -0.0002 0 -0.0014
O -0.0002 0.0001 -0.0015
O -0.0001 0 0.0002
O -0.0005 0 -0.0012
O 0 -0.0001 0.0006
O 0.0002 0.0001 0.0006
O 0.0001 0 0.0011
O 0.0001 0.0001 -0.0002
O -0.0005 0.0004 -0.0009
O -0.0005 0.0005 0.0008
O 0.0001 0.0002 -0.0016
O 0.0003 -0.0002 0.001
O -0.0002 0 -0.0005
O 0 0 0.0013
O -0.0001 0.0001 0
O -0.0001 -0.0002 -0.0004
O -0.0002 0.0002 -0.0007
O 0 0.0001 0.0011
O -0.0001 0.0001 -0.0009
O -0.0001 0.0001 0.0007
O 0.0006 0.0002 0.0011
O -0.0001 0 -0.0014
O 0 0 0.0011
O 0.0002 -0.0003 -0.0001
O -0.0004 0.0005 0.0013
O 0 0 0.0002
O 0.0003 0.0003 -0.001
O -0.0001 0 0.0003
O -0.0001 0.001 -0.0012
O -0.0001 0.0001 0.0006
O 0.0004 0 -0.0012
O -0.0001 0.0007 -0.001
O 0.0004 -0.0002 -0.0011
O 0.0001 0.0002 0.0005
O -0.0001 0.0003 -0.0011
O 0.0003 0.0005 -0.0011
O 0.0002 -0.0001 -0.0014
O 0.0001 0.0002 -0.0006
O 0.0006 -0.0007 -0.0043
O 0.0006 -0.0014 -0.0021
O 0 0.0004 -0.0019
O -0.0002 0 0.0001
O 0 0.0002 -0.0004
O 0 0.0002 -0.0007
O -0.0001 0.0004 -0.0012
O 0 0 -0.0006
O 0.0003 -0.0001 -0.0012
O -0.0002 -0.0004 0.001
O -0.0008 -0.0005 0.0022
O -0.0008 -0.0002 -0.0024
O 0.0001 0.0001 0
O 0.0002 0.0002 -0.0009
O -0.0012 0.0002 -0.0016
O 0.0005 0.0009 0.0022
O 0.0001 0.0004 -0.0011
O 0.0003 0 -0.0007
O 0.0002 0.0001 0.0002
O 0.0001 0.0001 -0.0008
O -0.0001 -0.0013 0.0029
O 0.0001 0.0001 0.0006
O 0.0003 0.0006 0.0029
O -0.0001 0.0009 -0.0026
O 0 0.0009 -0.001
O -0.0004 0 -0.0009

The program warned: the cutoff lies below the one the program advises for these potential files; the exchange-correlation potential is rough where the density is thin.
